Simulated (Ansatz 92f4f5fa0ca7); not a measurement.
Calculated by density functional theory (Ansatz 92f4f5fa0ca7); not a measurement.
Periodic cell of 223 atoms, Si133O90, from a study of silicon, its oxide and their interface. The atomic structure is a simulated model.
Doubt: the cutoff is far below the 930 eV that the study's wrapper takes by default for these files, so forces and energies are approximate.
This geometry differs little from another in the collection (a relaxation step or a small displacement).

Settings
functional: PBE
potential files: Ansatz PAW
basis: plane waves
wave-function cutoff: 580 eV
density cutoff ratio: 5
exchange-correlation grid ratio: 1
k mesh: 1 x 1 x 1, Gamma-centred
self-consistency stop: 5e-08 eV per atom in the density residual
occupations: fixed
spin: none
net charge: 0

Cell vectors (angstrom)
a, 10.938, 0, 0
b, 0, 10.938, 0
c, 0, 0, 32.1988

Atoms: element, x, y, z (angstrom)
Si, 10.5877, 0.2269, 24.8592
Si, 5.7356, 10.6808, 24.7346
Si, 2.4786, 2.9164, 24.6365
Si, 8.4247, 2.468, 24.8168
Si, 0.273, 5.1689, 24.7476
Si, 5.1536, 5.7506, 24.6851
Si, 2.9325, 8.0096, 24.5894
Si, 7.9386, 8.4365, 24.7295
Si, 1.3291, 1.3838, 26.034
Si, 6.8432, 1.3137, 26.1092
Si, 4.0437, 4.1075, 25.9827
Si, 9.6047, 4.0637, 26.0778
Si, 1.3958, 6.8301, 25.9911
Si, 6.7672, 6.853, 26.0233
Si, 4.0992, 9.5377, 25.9907
Si, 9.4663, 9.571, 26.1409
Si, 2.7273, -0.0076, 27.3449
Si, 8.159, -0.0153, 27.5443
Si, 0.0071, 2.7216, 27.48
Si, 5.4404, 2.7466, 27.3597
Si, 2.7254, 5.4695, 27.4198
Si, 8.1849, 5.4723, 27.355
Si, -0.0053, 8.184, 27.369
Si, 5.4359, 8.2019, 27.4406
Si, 4.0821, 1.3687, 28.7407
Si, 9.5727, 1.3592, 28.8353
Si, 1.3637, 4.1142, 28.8053
Si, 6.8277, 4.1006, 28.7428
Si, 4.0912, 6.8219, 28.7973
Si, 9.5592, 6.8263, 28.7487
Si, 1.3682, 9.5617, 28.7396
Si, 6.786, 9.5506, 28.8444
Si, 0.016, -0.0182, 30.1509
Si, 5.4403, 0.0198, 30.1566
Si, 2.7354, 2.7346, 30.143
Si, 8.192, 2.7452, 30.1479
Si, -0.0117, 5.4774, 30.1478
Si, 5.4748, 5.4616, 30.1435
Si, 2.7259, 8.2059, 30.1408
Si, 8.2067, 8.1918, 30.1496
Si, 1.3673, 1.3673, 31.515
Si, 6.8362, 1.3673, 31.515
Si, 4.1018, 4.1018, 31.515
Si, 9.5708, 4.1018, 31.515
Si, 1.3673, 6.8362, 31.515
Si, 6.8362, 6.8362, 31.515
Si, 4.1018, 9.5708, 31.515
Si, 9.5708, 9.5708, 31.515
Si, 2.7345, 0, 0.6835
Si, 8.2035, 0, 0.6835
Si, 0, 2.7345, 0.6835
Si, 5.469, 2.7345, 0.6835
Si, 2.7345, 5.469, 0.6835
Si, 8.2035, 5.469, 0.6835
Si, 0, 8.2035, 0.6835
Si, 5.469, 8.2035, 0.6835
Si, 4.1218, 1.3605, 2.0549
Si, 9.566, 1.358, 2.0529
Si, 1.3678, 4.1212, 2.0374
Si, 6.8476, 4.0871, 2.0582
Si, 4.1036, 6.8303, 2.0543
Si, 9.579, 6.8361, 2.0514
Si, 1.3803, 9.5514, 2.0513
Si, 6.8278, 9.5916, 2.0503
Si, -0.006, -0.0319, 3.3891
Si, 5.4886, 0.0134, 3.4692
Si, 2.7742, 2.7825, 3.366
Si, 8.1909, 2.6993, 3.4481
Si, 0.0193, 5.4804, 3.4331
Si, 5.4824, 5.4662, 3.4075
Si, 2.766, 8.209, 3.4465
Si, 8.2071, 8.2258, 3.3806
Si, 1.3919, 1.391, 4.6331
Si, 6.8447, 1.3512, 4.9066
Si, 4.155, 4.0871, 4.803
Si, 9.5752, 4.0852, 4.7601
Si, 1.4125, 6.8335, 4.8188
Si, 6.826, 6.8879, 4.7301
Si, 4.1346, 9.5784, 4.8448
Si, 9.5559, 9.5525, 4.7895
Si, 2.7459, 0.112, 6.0593
Si, 8.2058, -0.0601, 6.2641
Si, 0.0268, 2.674, 6.0398
Si, 5.4747, 2.7285, 6.2909
Si, 2.8143, 5.4784, 6.1785
Si, 8.1739, 5.4807, 6.0412
Si, 0.0111, 8.1893, 6.1537
Si, 5.5281, 8.2232, 6.2308
Si, 3.8359, 1.5741, 7.601
Si, 9.8375, 1.1431, 7.4501
Si, 1.6281, 3.8001, 7.3089
Si, 6.6503, 4.4184, 7.4792
Si, 4.4052, 6.6348, 7.5439
Si, 9.3652, 6.9503, 7.4046
Si, 1.1399, 9.921, 7.2927
Si, 7.1588, 9.2301, 7.6677
O, 8.3087, 8.0882, 7.9145
O, 2.7136, 2.7354, 7.9517
O, 9.522, 1.3529, 24.2633
O, 4.0512, 6.867, 24.1198
O, 0.0288, 0.0301, 7.9547
O, 5.5263, 5.513, 8.032
O, 6.8482, 9.57, 24.1951
O, 1.3674, 4.0594, 24.1634
O, 3.8613, 7.3912, 8.9309
O, 0.8096, 4.3745, 8.6002
O, 9.8127, 6.1758, 8.7993
O, 2.1105, 9.3887, 8.503
O, 7.5062, 3.9294, 8.8038
O, 4.2681, 0.9271, 9.0693
O, 6.7312, 9.5607, 9.2227
O, 9.2088, 1.8613, 8.7953
O, 7.7122, 3.1515, 23.5068
O, 10.4973, 5.8414, 23.4351
O, 5.09, 0.4325, 23.3931
O, 5.8623, 5.091, 23.3552
O, 3.1032, 2.2053, 23.2725
O, 2.2955, 8.7201, 23.2195
O, 8.6174, 7.7512, 23.3917
O, 0.236, 10.3414, 23.5832
Si, 4.3883, 1.5702, 22.465
Si, 3.4903, 7.9315, 14.0274
Si, 7.1181, 0.9595, 14.6616
Si, 0.9429, 9.3564, 22.5175
Si, 1.1806, 4.3092, 11.8777
Si, 6.2668, 8.9655, 15.314
Si, 0.6783, 1.368, 12.2924
Si, 8.624, 4.954, 20.5067
Si, 0.326, 5.7138, 9.3589
Si, 5.1017, 3.1243, 17.938
Si, 0.8844, 3.7463, 16.7425
Si, 10.4021, 2.8491, 19.2254
Si, 5.2806, 1.184, 10.3474
Si, 0.885, 0.1777, 19.8426
Si, 6.6452, 9.4625, 10.861
Si, 9.338, 9.6792, 18.3202
Si, 9.3911, 9.2481, 12.5658
Si, 6.5704, 3.8457, 22.5804
Si, 2.4401, 8.071, 9.3771
Si, 10.5896, 7.3693, 17.0729
Si, 2.5112, 6.2931, 16.575
Si, 10.177, 4.4914, 14.1853
Si, 6.1378, 9.1869, 18.5105
Si, 7.9687, 2.5749, 9.577
Si, 8.8802, 2.1454, 12.4487
Si, 5.3384, 6.2467, 18.0625
Si, 3.9218, 0.5593, 19.4634
Si, 4.2778, 3.8409, 12.0472
Si, 5.5437, 6.6038, 12.1338
Si, 8.0132, 2.5064, 17.2146
Si, 4.3597, 2.4816, 14.9629
Si, 1.5396, 1.2135, 15.2539
Si, 1.5716, 9.414, 12.0411
Si, 8.0517, 6.8528, 13.8618
Si, 10.3804, 9.8378, 15.4827
Si, 9.8057, 7.0137, 22.5485
Si, 8.1086, 5.4864, 17.404
O, 6.0471, 7.9612, 11.2872
O, 6.0196, 9.2065, 16.8926
O, 7.6801, 1.3649, 13.1915
O, 0.8955, 1.7477, 13.8625
O, 9.4272, 6.2581, 16.8759
O, 6.7615, 6.2038, 13.1319
O, 5.1318, 4.6618, 18.6051
O, 9.2294, 2.1607, 18.2699
O, 2.3659, 0.0997, 19.0741
O, 9.4087, 10.2327, 16.76
O, 2.7887, 4.4355, 11.7082
O, 5.0648, 10.3244, 19.1009
O, 9.4258, 3.2408, 13.4929
O, 0.4557, 1.7666, 19.9554
O, 3.1538, 1.3628, 15.0607
O, 8.166, 5.3783, 19.0173
O, 3.8921, 6.6002, 17.3883
O, 4.5762, 3.2838, 16.3823
O, 9.0637, 5.6683, 14.308
O, 5.4494, 2.7593, 22.1325
O, 10.6737, 4.1496, 15.6827
O, 0.3427, 3.8691, 18.2782
O, 10.4247, 10.5181, 19.2117
O, 9.643, 10.0273, 14.0241
O, 10.902, 8.1251, 22.089
O, 1.1919, 2.1629, 16.5259
O, 9.7316, 3.7527, 20.4127
O, 8.1327, 4.0346, 16.6758
O, -0.0406, 9.1046, 11.9029
O, 6.5856, 2.4192, 18.0038
O, 5.5811, 10.7183, 11.194
O, 7.749, 9.5939, 18.8393
O, 10.0291, 1.0246, 12.0576
O, 1.3147, 6.957, 9.0614
O, 0.6249, 4.7654, 13.348
O, 5.7055, 7.6249, 18.9776
O, 5.2362, 5.0877, 11.5164
O, 2.7145, 6.987, 15.114
O, 0.9115, 2.7446, 11.4622
O, 0.8603, 10.6865, 15.5455
O, 2.4063, 8.5839, 10.9131
O, 4.698, 2.4328, 11.2705
O, 4.2523, 3.5118, 13.6772
O, 2.2013, 4.6839, 16.4833
O, 10.7047, 8.2507, 15.6934
O, 6.9288, 10.2921, 14.6651
O, 2.3428, 8.9558, 13.424
O, 8.0325, 1.5237, 15.9048
O, 4.1286, 6.9973, 12.8534
O, 4.1777, 2.0124, 18.7203
O, 7.2874, 4.4199, 21.2528
O, 8.4122, 2.929, 11.1016
O, 1.1788, 6.8647, 17.3554
O, 5.653, 1.5754, 14.7555
O, 8.1306, 9.7581, 11.5853
O, 9.2022, 6.2894, 21.2301
O, 8.9602, 7.7168, 12.8507
O, 1.6532, 0.1205, 11.8755
O, 6.6436, 6.1505, 17.0584
O, 7.3975, 7.8028, 15.0351
O, 1.2126, 10.2943, 21.2189
O, 10.0319, 8.2015, 18.3518
O, 3.9474, 0.8525, 21.0763
O, 0.338, 5.335, 10.9275
O, 6.6984, 1.5727, 9.6402
O, 4.7781, 8.7075, 14.6794

Results
free energy: -135736.123 eV
free energy less fixed offsets of O -568.88, Si -635.61 eV per atom: -0.793 eV

Forces (eV/angstrom), in the order of the atoms: element, x, y, z
Si, -0.0002, -0.0004, 0.0009
Si, 0.0023, -0.0006, -0.002
Si, 0.0007, 0.0004, 0.0024
Si, 0.0009, -0.0015, -0.0019
Si, 0.0015, -0.0001, -0.0022
Si, -0.0006, 0.0003, 0.0023
Si, 0.0005, -0.001, -0.0016
Si, 0.0005, 0.0012, 0.0027
Si, 0.0017, -0.0025, -0.0039
Si, -0.0034, 0.0034, -0.002
Si, 0.0007, -0.0007, -0.0014
Si, -0.0033, 0.0031, -0.0025
Si, -0.0015, 0.0015, 0.0004
Si, 0.0012, -0.0002, -0.0026
Si, -0.001, 0.0023, -0.0012
Si, 0.0026, -0.0017, -0.0036
Si, -0.0003, 0.0006, 0.0023
Si, -0.0005, -0.0021, 0.0054
Si, 0.0009, -0.0005, 0.0068
Si, -0.0009, 0.001, 0.0012
Si, 0.0013, -0.0003, 0.0045
Si, -0.0006, 0.0007, 0.0016
Si, 0.0001, 0.0008, 0.001
Si, -0.0003, -0.0019, 0.0049
Si, -0.0005, -0.0012, -0.0028
Si, 0.0017, 0.0006, 0.0021
Si, -0.0018, 0.001, -0.001
Si, -0.001, 0.001, -0.0028
Si, 0.0007, 0.0004, -0.0032
Si, -0.0001, -0.002, -0.0017
Si, 0.0014, 0, -0.0026
Si, -0.0045, 0.002, 0.0027
Si, -0.0032, 0.0013, 0.0006
Si, 0.0029, -0.004, -0.0004
Si, -0.0004, 0.0019, 0.0003
Si, 0.0012, -0.002, 0.0002
Si, 0.0015, -0.002, 0.0001
Si, -0.0019, 0.0008, 0.0001
Si, 0.0002, -0.0022, 0.0001
Si, -0.0013, 0.002, -0.0002
Si, 0.0662, -0.0329, -0.0125
Si, -0.0477, 0.0977, -0.0336
Si, 0.055, -0.0654, -0.0208
Si, -0.0761, 0.068, -0.0198
Si, -0.0695, 0.0784, -0.0664
Si, 0.0486, -0.0866, 0.0199
Si, -0.1675, 0.021, -0.0074
Si, 0.0385, -0.0742, 0.0006
Si, 0.0437, -0.038, 0.1261
Si, -0.0501, 0.0513, -0.0901
Si, -0.0554, -0.0142, 0.0647
Si, 0.0963, -0.0402, 0.0271
Si, -0.0292, 0.1476, -0.128
Si, 0.0663, -0.0908, 0.1112
Si, 0.0839, -0.1012, -0.0047
Si, -0.0127, 0.0415, 0.0583
Si, 0.0001, 0.0041, 0.0002
Si, -0.0019, -0.0036, -0.0014
Si, 0.0058, 0.0017, -0.0008
Si, -0.0033, 0.0002, 0.0004
Si, -0.0013, -0.0026, -0.0008
Si, 0.0003, 0.0035, 0.0002
Si, -0.0052, -0.0002, 0.0003
Si, 0.0054, -0.0002, -0.0011
Si, 0.0015, -0.0021, 0.0039
Si, 0.0018, 0.0001, 0.0054
Si, -0.0014, 0.0012, 0.0005
Si, -0.0036, -0.0022, 0.0018
Si, 0.0013, 0, -0.0014
Si, -0.0011, -0.0026, 0.0056
Si, 0.0031, 0.0018, 0.0019
Si, -0.0009, 0.0025, 0.0012
Si, -0.0013, 0.0015, -0.0092
Si, 0.0009, -0.0014, -0.0048
Si, 0.0016, 0.0033, -0.0092
Si, 0.001, -0.001, 0.0026
Si, 0.0008, -0.0015, -0.0019
Si, -0.0016, 0.0017, -0.0035
Si, 0.0007, -0.0017, -0.0003
Si, -0.0008, 0.0022, -0.0085
Si, 0.0036, -0.0051, 0.0011
Si, -0.0006, 0.0027, 0.0045
Si, -0.0012, 0.0026, 0.0051
Si, 0.0009, -0.0035, 0.0015
Si, -0.0003, 0.0008, 0.0044
Si, 0.0009, -0.0011, -0.0007
Si, 0.0001, -0.002, 0.0021
Si, -0.0016, 0.0017, 0
Si, -0.005, -0.0006, 0.0023
Si, 0.0043, 0.0038, -0.0074
Si, -0.0065, -0.0048, -0.0034
Si, 0.0026, 0.0048, 0.0038
Si, 0.0029, 0.0041, -0.0049
Si, -0.0044, -0.0013, 0.0026
Si, 0.0032, 0.0063, 0.004
Si, -0.0043, -0.0037, -0.005
O, 0.0068, 0.0026, 0.0008
O, 0.0066, 0.005, 0.0003
O, 0.0005, 0.0014, -0.0005
O, 0.0005, 0.0009, -0.001
O, -0.0043, -0.0054, 0.0019
O, -0.0033, -0.0049, 0.0005
O, -0.001, -0.0004, -0.0016
O, -0.0003, -0.0002, -0.0002
O, -0.0014, 0.0004, 0.0009
O, -0.0005, 0.0017, 0.0009
O, 0.0009, 0.0002, -0.0015
O, 0.0007, -0.002, -0.0011
O, 0.0001, -0.0011, -0.0014
O, 0.0009, -0.0001, -0.001
O, 0, 0.0009, 0.0021
O, -0.0018, 0.0006, 0.0017
O, 0.0003, 0.0001, 0.0016
O, 0.0005, 0.0003, 0.0013
O, -0.0003, 0.0006, 0.0009
O, 0.0003, -0.0006, -0.0005
O, 0.0002, 0.0001, -0.0007
O, 0.0004, -0.0001, 0.0012
O, 0.0005, -0.0006, -0.001
O, 0.0001, -0.001, -0.0012
Si, 0.0006, 0.0002, -0.0002
Si, -0.0001, 0.0001, -0.0006
Si, 0.0002, 0.0006, -0.0008
Si, -0.0013, 0.001, 0.0004
Si, -0.0008, 0.0002, 0.0003
Si, 0, 0.0003, -0.0009
Si, 0.0003, 0.0003, 0.0005
Si, 0.0003, 0.0008, 0.0001
Si, -0.0003, -0.0003, 0.0016
Si, 0.0002, 0.0001, -0.0007
Si, -0.0002, 0.0002, -0.001
Si, -0.0001, 0.0002, -0.0003
Si, 0.0005, 0.0001, 0.0012
Si, 0.0004, -0.0005, -0.0001
Si, -0.0002, 0, 0.0002
Si, 0.0007, 0.0006, -0.0003
Si, 0.0002, 0, 0.0007
Si, -0.0003, 0.0001, -0.0005
Si, 0.0002, 0.0009, 0.0018
Si, 0, 0.0002, -0.0009
Si, -0.0001, 0.0004, -0.0012
Si, 0.0001, 0.0004, -0.0007
Si, 0, 0.0007, -0.0011
Si, 0.0006, 0.0008, 0.0016
Si, 0.0002, 0.0007, 0.0004
Si, 0.0002, -0.0001, -0.001
Si, -0.0004, 0.0008, 0.0001
Si, 0.0006, 0.0008, 0.0012
Si, 0.0001, 0.0003, 0.0011
Si, 0.0002, 0.0005, -0.0006
Si, 0.0003, 0.0006, -0.0011
Si, 0.0001, 0.0003, -0.0008
Si, 0.0006, 0.0003, 0.0008
Si, 0.0003, 0.0001, -0.0008
Si, 0.0003, 0.0003, -0.0011
Si, -0.0009, 0.001, -0.0005
Si, 0.0004, 0.0001, -0.0007
O, 0.0002, 0.0001, -0.0008
O, -0.0001, 0.0003, 0.0001
O, 0.0002, 0.0002, -0.0002
O, 0.0004, 0.0001, -0.0002
O, 0.0002, 0.0005, 0.0004
O, 0.0001, 0.0005, -0.0004
O, 0, 0.0004, 0
O, 0, 0, -0.0002
O, 0.0005, 0.0003, -0.0004
O, 0.0001, 0.0003, 0.0001
O, 0.0001, 0.0003, -0.0008
O, 0.0007, -0.0002, -0.0002
O, -0.0001, 0.0003, -0.0005
O, 0, 0.0001, 0.0001
O, 0.0002, 0.0004, 0.0001
O, -0.0004, 0.0003, -0.0003
O, 0.0003, 0.0003, 0
O, 0.0001, 0.0002, 0.0002
O, 0.0002, 0.0003, -0.0002
O, 0, 0.0002, 0.0005
O, 0.0004, 0.0001, 0.0001
O, 0.0003, 0.0003, -0.0002
O, -0.0004, 0.0001, -0.0005
O, 0, 0.0005, 0.0002
O, 0.0004, 0.0006, 0.0008
O, -0.0001, 0.0002, 0.0001
O, 0.0001, 0.0002, -0.0003
O, -0.0001, 0.0004, 0.0001
O, 0, 0.0005, -0.001
O, 0, 0.0002, 0.0001
O, -0.0003, 0.0004, -0.0005
O, 0, 0.0003, -0.0001
O, 0.0003, 0.0003, -0.0006
O, -0.0002, 0.0003, -0.0012
O, 0.0002, 0.0004, -0.0003
O, 0, 0.0005, 0.0001
O, 0.0001, 0.0002, -0.0009
O, 0, 0, 0.0004
O, 0.0003, 0.0004, -0.001
O, 0, 0.0002, 0.0002
O, 0.0003, 0, -0.0009
O, -0.0002, 0.0003, -0.0006
O, -0.0002, 0, -0.0002
O, 0.0001, 0.0001, -0.0001
O, 0, 0.0004, 0.0002
O, 0.0001, 0.0001, 0
O, 0.0001, 0.0004, -0.0003
O, 0.0002, 0.0002, 0.0002
O, 0.0003, 0.0004, -0.0003
O, 0.0002, 0.0006, -0.0003
O, 0.0006, 0.0001, -0.0003
O, 0.0004, 0.0001, -0.0005
O, 0.0001, 0.0005, 0.0002
O, -0.0001, 0.0003, 0.0001
O, 0.0005, 0.0002, -0.0008
O, 0.0001, 0.0003, -0.0003
O, 0, 0.0005, -0.0004
O, -0.0001, 0.0004, -0.0009
O, 0.0002, 0.0003, -0.0001
O, 0.0001, 0.0005, 0.0001
O, -0.0002, 0.0005, -0.0012
O, 0.0001, 0.0004, 0.0002
O, 0.0001, -0.0004, -0.0009
O, 0, -0.0001, -0.0006
O, -0.0006, 0.0002, -0.0012
O, 0.0005, 0.0006, 0

The program warned: the cutoff lies below the one the program advises for these potential files; the exchange-correlation potential is rough where the density is thin.
